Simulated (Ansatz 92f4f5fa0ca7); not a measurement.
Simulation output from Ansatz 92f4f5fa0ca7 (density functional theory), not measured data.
Periodic cell of 192 atoms, Si128O64, from a study of silicon, its oxide and their interface. The atomic structure is a simulated model.
This geometry differs little from another in the collection (a relaxation step or a small displacement).

Settings: functional r2SCAN; potential files Ansatz PAW; basis plane waves; wave-function cutoff 800 eV; density cutoff ratio 5; exchange-correlation grid ratio 1; k mesh 1 x 1 x 1, shifted by 0.5 0.5 0 of a step; self-consistency stop 1e-10 eV per atom in the density residual; occupations fixed; spin none; net charge 0.

Cell vectors (angstrom)
a  10.88  0  0
b  0  10.88  0
c  -4.0028  2.8761  28.1516

Atoms and the computed forces on them: element, x, y, z (angstrom), force x, y, z (eV/angstrom)
Si  1.1084  -1.0807  -0.0304  -0.0002  -0.001  -0.0012
Si  4.4472  1.0234  0.0384  -0.0008  0.0004  -0.0024
Si  1.1366  4.3289  0.2377  0.0004  -0.0003  -0.0031
Si  4.1908  -4.3263  0.1483  -0.0005  0.0003  -0.0023
Si  -4.2891  -1.2401  0.094  -0.0001  -0.0007  -0.001
Si  -1.1185  1.2459  0.0455  0  0.0009  -0.0018
Si  6.5171  4.3035  0.095  -0.0002  -0.0008  -0.0015
Si  -1.0634  -4.3588  0.0755  -0.0001  -0.0001  -0.0017
Si  2.7548  -0.0226  1.3013  -0.0002  0.0005  -0.0003
Si  5.4706  2.652  1.3786  -0.0004  0.0003  -0.0008
Si  2.6841  -5.4223  1.534  0.0003  -0.0001  -0.0003
Si  5.3763  -2.7255  1.4086  -0.0003  -0.0004  0
Si  -2.7265  0.0297  1.3028  -0.0001  -0.0003  -0.0001
Si  -0.0243  2.7416  1.4695  0  -0.0001  -0.0009
Si  8.1758  5.4159  1.3533  -0.0002  -0.0005  -0.001
Si  0.0545  -2.7262  1.3197  -0.0001  0.0005  -0.0002
Si  1.4133  1.3565  2.7117  0.0008  -0.0006  -0.0007
Si  4.0829  4.0169  2.75  -0.0003  -0.0006  -0.0009
Si  1.3556  -4.0139  2.8111  0  0.0005  -0.0006
Si  4.0349  -1.3687  2.759  -0.0005  -0.0001  -0.0011
Si  6.8445  1.3539  2.7516  0.0004  -0.0003  -0.0008
Si  9.4769  4.0795  2.7945  -0.0004  -0.0005  -0.0011
Si  6.8105  6.7989  2.7107  0.0003  -0.0005  -0.0008
Si  -1.3545  -1.3614  2.6553  -0.0003  -0.0007  -0.0006
Si  0.0183  -0.0163  4.0355  -0.0001  -0.0004  0.0004
Si  2.7283  2.698  4.1188  -0.0004  -0.0008  -0.0001
Si  -0.0209  5.4647  4.1078  0  0.0001  -0.0004
Si  2.7191  -2.7003  4.164  -0.0003  0.0003  -0.0005
Si  5.4396  -0.001  4.0752  0.0001  -0.0001  -0.0003
Si  8.1563  2.7061  4.1448  -0.0005  -0.0003  0
Si  5.4576  5.4124  4.0646  -0.0001  -0.0006  0
Si  8.1703  -2.7062  4.0539  0  0.0001  -0.0001
Si  1.3891  -1.3616  10.8608  0  -0.0002  -0.0001
Si  4.0761  1.3207  10.8521  -0.0002  -0.0003  0
Si  1.3457  4.0882  10.8747  0  -0.0003  -0.0004
Si  4.0818  -4.0632  10.8772  0.0001  -0.0004  -0.0004
Si  6.7894  -1.373  10.8587  -0.0002  0.0002  -0.0001
Si  -1.3437  1.3953  10.8623  0  -0.0003  -0.0002
Si  6.813  4.0745  10.868  0.0001  -0.0001  -0.0003
Si  -1.3613  6.7671  10.8639  -0.0001  0  -0.0001
Si  2.7363  -0.0183  12.2602  -0.0001  -0.0006  -0.0003
Si  5.439  2.6863  12.1725  0.0001  -0.0007  -0.0005
Si  2.702  5.4626  12.2107  -0.0003  0.0002  -0.0008
Si  5.4461  -2.7194  12.2548  -0.0002  -0.0006  -0.0003
Si  -2.7182  0.0131  12.1581  0  0.0003  -0.0004
Si  -0.0041  2.7495  12.2638  -0.0002  0  -0.0004
Si  8.1697  5.4181  12.2591  -0.0001  -0.0004  -0.0003
Si  0.0327  -2.7544  12.1719  0.0003  -0.0011  -0.0005
Si  1.3717  1.378  13.5869  0.0004  -0.0006  -0.0003
Si  4.0685  4.0586  13.4824  0.0002  -0.0002  0.0005
Si  1.3496  -4.0782  13.6086  0.0001  0.0005  -0.0001
Si  4.0972  -1.3767  13.6457  -0.0006  0  0.0003
Si  -4.0773  1.3431  13.5313  -0.0002  0.0004  0.0005
Si  -1.3595  4.089  13.6729  -0.0002  0.0001  0
Si  6.8023  -4.0977  13.6027  0  -0.0002  -0.0007
Si  -1.3312  -1.3608  13.4384  -0.0001  -0.0004  0.0012
Si  -0.0131  -0.0227  14.8443  -0.0001  -0.0007  0.0008
Si  2.7174  2.7716  14.9163  -0.0006  0  -0.0008
Si  -0.0149  -5.4037  15.052  -0.0001  0  -0.0001
Si  2.735  -2.7445  15.0027  -0.0004  -0.0005  -0.001
Si  5.4729  0.0141  14.9589  0.0003  -0.0001  0.0006
Si  -2.7484  2.6747  14.9498  0.0001  0.0001  0.0001
Si  5.4178  5.3618  14.88  0.0003  -0.0006  0.0001
Si  -2.6616  -2.6803  14.8329  0.0001  -0.0002  -0.0003
Si  1.1539  -1.4996  16.2246  -0.0008  0.0005  0.0013
Si  4.3179  1.6493  16.1909  0  -0.0005  0.0013
Si  1.5638  4.2853  16.3302  0  -0.0007  0.0012
Si  3.8356  -4.4505  16.2193  0.0004  -0.0008  0.0008
Si  7.1004  -1.1624  16.1912  0.0005  -0.0013  0.0016
Si  -1.5975  1.0466  16.1877  0.0004  -0.0003  0.0014
Si  -4.3335  3.8202  16.2489  -0.0004  0.0003  0.0006
Si  -1.0975  -3.6748  16.26  -0.0014  -0.0001  0.0018
Si  -2.6315  1.2188  -5.0394  -0.0001  0.0013  0.0004
Si  -0.6276  1.9581  -2.9061  -0.0004  0.0011  0.0004
Si  -1.3903  -5.1562  -6.9641  -0.0005  0.0017  -0.0009
Si  1.3649  -1.8543  -5.7883  -0.0002  0.0014  0.0005
Si  5.2892  1.5809  -5.3523  -0.0006  -0.0013  0.0022
Si  3.6601  1.5346  -2.913  -0.0017  -0.0002  0.001
Si  7.4451  -1.5957  -4.3979  -0.0007  0.0004  0.0006
Si  7.9284  -3.2021  -2.0584  0  0.0006  0.0003
Si  1.4233  -0.5609  -3.0196  0.0004  0.0002  -0.0002
Si  4.0921  -0.978  -6.78  0.0004  0.0013  -0.0009
Si  4.2167  0.5048  20.7702  -0.0014  0.0018  -0.0003
Si  -0.8624  -0.2081  -7.2194  -0.0003  0.0015  -0.0014
Si  1.7608  3.8198  -2.6453  -0.0007  0.0013  0.0019
Si  1.5521  -4.9734  -6.6407  0.0002  -0.0005  -0.0006
Si  3.0493  -0.2843  18.24  -0.0008  -0.0002  0.0002
Si  3.5671  -4.7321  -2.7865  -0.0018  0.0013  0.0006
Si  5.1004  -3.0429  -4.8451  -0.0004  0.0023  -0.0003
Si  5.2397  -2.5928  18.195  0.0001  -0.0003  -0.0006
Si  6.3583  4.9632  -2.6611  0.001  -0.0005  0.0008
Si  4.0543  4.1146  -6.6486  -0.0001  0.0007  0.0001
Si  6.7187  5.2467  -5.5224  -0.0002  0.0023  -0.0009
Si  7.9075  4.3894  19.0249  0.0002  0.0011  -0.0008
Si  -1.8244  -3.8458  19.298  0.0002  0  -0.0016
Si  -0.2722  2.801  18.4508  0.0001  -0.0002  0.0003
Si  1.3416  -1.3413  5.4696  -0.0005  -0.0006  -0.0006
Si  4.0926  1.3501  5.4624  0.0002  0  -0.0005
Si  1.3588  4.084  5.4414  -0.0001  -0.0007  -0.0003
Si  4.0982  6.773  5.4416  -0.0001  -0.0001  -0.0003
Si  6.8077  -1.3644  5.4254  -0.0002  -0.0004  -0.0005
Si  -1.3316  1.3333  5.4349  -0.0002  -0.0002  -0.0004
Si  6.7887  4.0741  5.4684  -0.0005  -0.0002  -0.0006
Si  9.5037  -4.0567  5.4544  -0.0001  -0.0004  -0.0002
Si  2.7187  0.0055  6.81  0  0  -0.0006
Si  5.4344  2.7174  6.8264  -0.0001  -0.0004  -0.0004
Si  2.7258  5.431  6.8081  0.0001  -0.0004  -0.0006
Si  5.4566  -2.7353  6.7833  0  -0.0004  -0.0005
Si  -2.7093  -0.0115  6.7963  0.0001  -0.0004  -0.0006
Si  0.0075  2.7109  6.7911  0.0002  -0.0002  -0.0007
Si  8.1521  -5.433  6.8003  0  0.0002  -0.0007
Si  -0.009  -2.711  6.8198  -0.0001  -0.0001  -0.0004
Si  1.3653  1.3672  8.1622  -0.0002  -0.0006  -0.0003
Si  4.0744  4.0743  8.1844  -0.0002  -0.0001  -0.0005
Si  1.3626  6.7995  8.1566  0.0002  -0.0004  -0.0003
Si  4.0872  -1.3753  8.1258  -0.0002  -0.0002  -0.0001
Si  6.8106  1.3514  8.1554  -0.0001  0.0001  -0.0004
Si  -1.359  4.077  8.1295  -0.0003  -0.0006  -0.0001
Si  6.7978  -4.0847  8.1628  -0.0001  -0.0002  -0.0003
Si  -1.3631  -1.3591  8.1827  0  -0.0004  -0.0004
Si  0.0125  0.0105  9.5239  0.0001  0  0.0001
Si  2.7098  2.7135  9.5342  0  -0.0005  0.0003
Si  -0.0049  5.4253  9.4935  0  -0.0007  -0.0002
Si  2.7387  -2.7165  9.4968  -0.0001  0  0
Si  5.4381  -0.0239  9.4877  0  -0.0008  -0.0003
Si  8.17  2.7292  9.4957  0.0001  0.0001  -0.0001
Si  5.4415  5.4441  9.5291  0  -0.0001  0.0001
Si  8.1574  -2.7365  9.5224  0  -0.0007  0.0002
O  -0.0354  -1.2617  -6.3164  -0.0009  0.0014  -0.0016
O  0.0629  -2.6117  16.6925  0.0013  -0.0007  -0.0016
O  2.8212  5.0345  -6.0145  -0.0003  0.0018  -0.0013
O  5.3505  5.4333  -0.0757  -0.0001  0.0002  -0.0005
O  -1.5941  -3.5662  -7.1724  0  0.0019  -0.002
O  8.0443  -5.0423  19.7412  0.0006  0.0007  -0.0005
O  3.9509  1.7029  -1.3426  -0.0013  -0.0011  0.0005
O  -1.6263  -3.7323  -1.3187  -0.0007  -0.0003  -0.0002
O  3.5476  1.0468  17.489  0.001  -0.0002  -0.0015
O  -1.6968  0.8233  -6.2984  -0.0003  -0.0008  -0.0003
O  6.9108  -4.4283  -2.3113  0.0003  0.0002  -0.0001
O  4.9745  1.7591  20.0797  -0.0021  0.0019  -0.0002
O  -0.0316  0.0645  -0.1772  -0.0003  0.0003  -0.0005
O  3.5722  -3.9766  -1.338  0.0006  -0.001  -0.0008
O  4.6929  -3.9375  17.5051  -0.0004  0.0004  -0.001
O  7.0081  3.4506  19.9588  -0.0016  0.0002  -0.0005
O  -1.3651  1.8732  -1.4497  0.0002  -0.0004  0.0004
O  -0.345  -4.0905  19.9417  -0.0008  0.0007  0.0002
O  -0.8481  1.6384  17.4992  -0.0009  -0.0002  -0.0006
O  7.2237  -2.0461  -1.1728  -0.0003  0.0003  0.0013
O  6.5671  -2.0153  17.4797  -0.0009  0.0003  -0.0005
O  0.3066  2.0887  19.7815  -0.0014  0.0013  -0.0004
O  5.0292  1.5083  -3.758  -0.0006  0.0011  -0.0009
O  0.9059  3.6067  17.6728  -0.0004  0.0001  -0.0015
O  1.6375  -3.3987  -6.2421  -0.0007  0.0013  -0.001
O  0.2633  0.5938  -3.1136  0.0002  0.0004  -0.0004
O  5.425  2.7261  16.7467  0  0  -0.0016
O  2.5166  -0.8968  -6.4161  -0.0009  -0.0003  0.0005
O  5.8846  -1.8767  -4.0262  0.0011  0.0004  -0.0012
O  7.8309  -0.0636  -4.1397  0.0002  0.0002  -0.0016
O  7.659  -1.8854  -5.9637  0.0001  -0.0008  -0.0006
O  4.247  2.6665  -5.9577  -0.0002  0.0002  0.0014
O  0.0443  5.3991  -0.3684  0  0.0001  0.0003
O  -2.6892  -0.0574  16.7332  -0.0002  -0.0006  -0.0003
O  2.1614  5.3546  -3.0418  0.0005  0.0007  0.0004
O  -2.696  5.1662  -6.189  -0.0003  0.0001  -0.0003
O  -1.7931  -3.9795  17.6981  -0.0002  0.0004  -0.0012
O  6.8511  3.9508  -1.486  -0.0001  0.0011  -0.0008
O  -2.335  -2.4155  19.9029  -0.0004  0.0003  -0.0006
O  5.5152  -0.1281  -0.4469  0.0004  0.0002  0.0009
O  5.5376  4.7574  -6.5184  0  0.0009  -0.0007
O  2.9846  0.0305  19.8255  0.0004  -0.0006  -0.0004
O  -1.4748  3.8035  18.8425  -0.0006  0.0003  -0.0001
O  4.5735  -2.4332  -6.2464  -0.0015  0.0012  0.0008
O  7.2  4.5087  17.5729  -0.0004  -0.0001  -0.001
O  2.8538  0.1683  -3.2028  -0.0004  0.0016  0.0007
O  6.2512  -4.1338  -5.1542  -0.0007  -0.0002  -0.0008
O  6.8585  4.451  -4.1119  -0.0002  -0.0001  0
O  6.871  1.909  -5.5781  0.0001  -0.0003  0.0017
O  5.5369  -2.9639  19.7262  0  0.0008  0.0002
O  -1.7505  2.1385  -4.0529  0.0002  -0.0004  0.0001
O  1.3052  -1.6869  -4.1765  0.0002  0.0013  -0.0005
O  -2.5113  -2.5488  -3.4708  -0.0007  0.0006  -0.0012
O  1.916  3.6762  -1.036  -0.0002  0.0006  0.0014
O  2.7085  5.3751  16.7957  -0.0004  -0.0002  0
O  4.7423  5.0318  -2.7846  0.0006  0.0015  -0.0001
O  4.9503  0.1643  -6.0398  -0.0006  0.0031  -0.0006
O  3.8844  -3.6526  -3.961  0.0001  -0.0011  0.0004
O  4.1117  -1.4647  18.0112  -0.0004  0  0.0001
O  1.4484  -1.3755  -1.6064  0  0.0007  -0.0014
O  2.7805  2.8067  -3.3682  -0.0003  0.0001  0.0002
O  0.0331  5.4397  -6.2138  -0.0004  0.0021  -0.0013
O  0.2672  3.3171  -3.0184  -0.0002  0.0002  -0.0003
O  1.6457  -0.7657  17.6104  0.0004  0  -0.0017

Results
free energy: -118377.375 eV
free energy less fixed offsets of O -570.45, Si -639.56 eV per atom: -4.895 eV

The program warned: the cutoff lies below the one the program advises for these potential files; the forces do not sum to zero within the program's tolerance; empty levels may hold ghost states of the PAW files; the exchange-correlation potential is rough where the density is thin.
